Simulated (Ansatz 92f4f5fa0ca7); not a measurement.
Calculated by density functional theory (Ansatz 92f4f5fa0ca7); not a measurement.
Periodic cell of 221 atoms, Si132O88H1, from a study of silicon, its oxide and their interface. The atomic structure is a simulated model.
Doubt: the cutoff is far below the 930 eV that the study's wrapper takes by default for these files, so forces and energies are approximate.
This geometry differs little from another in the collection (a relaxation step or a small displacement).

Settings
functional: PBE
potential files: Ansatz PAW
basis: plane waves
wave-function cutoff: 580 eV
density cutoff ratio: 5
exchange-correlation grid ratio: 1
k mesh: 1 x 1 x 1, Gamma-centred
self-consistency stop: 5e-08 eV per atom in the density residual
occupations: fixed
spin: none
net charge: +1 e, with a uniform compensating background and no finite-size correction

Cell vectors (angstrom)
a	10.938	0	0
b	0	10.938	0
c	0	0	32.1995

Atoms: element, x, y, z (angstrom)
Si	0.1877	-0.1355	24.5319
Si	5.5878	-0.3057	24.7988
Si	2.5162	3.0512	24.5232
Si	8.077	2.9712	25.0938
Si	0.0393	5.128	24.7053
Si	5.8152	5.1512	24.69
Si	2.4413	8.5136	24.6391
Si	7.9918	8.5929	24.831
Si	1.4003	1.4115	25.8898
Si	6.7482	1.3331	26.0816
Si	4.0642	4.1634	25.9573
Si	9.6185	4.1324	26.3451
Si	1.2683	6.8483	25.8799
Si	6.8549	6.8568	25.9915
Si	4.0227	9.5103	26.1167
Si	9.5892	9.7285	26.0731
Si	2.7145	0.0492	27.3913
Si	8.1818	0.0597	27.4551
Si	0.0675	2.6553	27.4541
Si	5.3929	2.7573	27.3962
Si	2.6978	5.5358	27.3404
Si	8.1795	5.5531	27.4808
Si	-0.0315	8.2166	27.367
Si	5.4554	8.1575	27.4193
Si	4.1018	1.3673	28.7812
Si	9.5708	1.3673	28.7812
Si	1.3673	4.1018	28.7812
Si	6.8362	4.1018	28.7812
Si	4.1018	6.8362	28.7812
Si	9.5708	6.8362	28.7812
Si	1.3673	9.5708	28.7812
Si	6.8362	9.5708	28.7812
Si	0	0	30.1485
Si	5.469	0	30.1485
Si	2.7345	2.7345	30.1485
Si	8.2035	2.7345	30.1485
Si	0	5.469	30.1485
Si	5.469	5.469	30.1485
Si	2.7345	8.2035	30.1485
Si	8.2035	8.2035	30.1485
Si	1.3673	1.3673	31.5157
Si	6.8362	1.3673	31.5157
Si	4.1018	4.1018	31.5157
Si	9.5708	4.1018	31.5157
Si	1.3673	6.8362	31.5157
Si	6.8362	6.8362	31.5157
Si	4.1018	9.5708	31.5157
Si	9.5708	9.5708	31.5157
Si	2.7345	0	0.6835
Si	8.2035	0	0.6835
Si	0	2.7345	0.6835
Si	5.469	2.7345	0.6835
Si	2.7345	5.469	0.6835
Si	8.2035	5.469	0.6835
Si	0	8.2035	0.6835
Si	5.469	8.2035	0.6835
Si	4.1018	1.3673	2.0507
Si	9.5708	1.3673	2.0507
Si	1.3673	4.1018	2.0507
Si	6.8362	4.1018	2.0507
Si	4.1018	6.8362	2.0507
Si	9.5708	6.8362	2.0507
Si	1.3673	9.5708	2.0507
Si	6.8362	9.5708	2.0507
Si	0	0	3.418
Si	5.469	0	3.418
Si	2.7345	2.7345	3.418
Si	8.2035	2.7345	3.418
Si	0	5.469	3.418
Si	5.469	5.469	3.418
Si	2.7345	8.2035	3.418
Si	8.2035	8.2035	3.418
Si	1.3617	1.3878	4.6601
Si	6.8613	1.3389	4.8223
Si	4.1292	4.0793	4.8608
Si	9.5802	4.0893	4.8012
Si	1.391	6.8389	4.83
Si	6.8867	6.7423	4.7589
Si	4.1222	9.5193	4.7549
Si	9.5625	9.565	4.7992
Si	2.6573	-0.0534	5.9442
Si	8.2012	-0.0127	6.2421
Si	0.042	2.7014	6.0861
Si	5.4589	2.5753	6.2615
Si	2.7451	5.5079	6.2919
Si	8.1851	5.3646	6.2245
Si	-0.0376	8.1487	6.1749
Si	5.5022	8.1085	6.0944
Si	3.691	1.3694	7.4283
Si	9.9129	1.1237	7.4439
Si	1.6396	3.7901	7.4513
Si	6.6502	4.115	7.5777
Si	4.5291	6.5079	7.5741
Si	9.2866	7.0331	7.4736
Si	1.1513	9.7811	7.31
Si	7.0114	9.2472	7.4127
O	1.2515	4.1011	24.1124
O	6.7824	9.5982	24.2721
O	2.9492	2.8203	7.5765
O	8.1718	8.1854	7.9014
O	5.5571	5.3054	8.0514
O	0.0799	-0.0265	7.922
O	5.3544	5.5219	23.151
O	10.5185	0.4999	23.093
O	2.1938	9.3776	8.5531
O	1.2146	3.9317	9.0361
O	9.486	1.9885	8.7634
O	7.6179	9.9575	12.0658
O	3.5109	0.7555	8.9841
O	4.3671	7.3319	9.3801
O	7.2427	3.3611	8.9369
O	9.8576	6.5041	8.929
O	3.3462	2.457	23.1818
O	4.6623	0.1786	23.5277
O	9.1963	2.4863	24.0086
O	9.8165	5.5851	23.5809
O	19.8876	8.1328	23.5705
O	3.2868	7.97	23.3296
O	6.9829	4.0081	24.4254
O	1.3129	9.6389	24.1272
Si	3.8485	6.3992	10.793
Si	9.1078	4.273	14.6427
Si	7.4392	8.3387	11.9654
Si	4.2112	1.2754	22.4064
Si	17.1264	3.8344	14.2789
Si	2.7443	-0.4511	20.1739
Si	7.18	4.1572	19.4944
Si	14.0147	6.6399	16.4914
Si	1.9322	4.204	10.4813
Si	5.7004	16.2037	16.7864
Si	3.779	9.7519	17.3059
Si	10.2532	4.4566	11.7144
Si	10.9157	6.5213	16.0838
Si	7.9816	1.6148	14.5458
Si	2.8002	10.3906	9.6986
Si	9.1202	6.7857	22.6745
Si	11.1906	-1.1352	11.2281
Si	3.5913	-3.2677	13.7672
Si	5.225	8.7604	9.9238
Si	9.5689	1.7689	22.6145
Si	11.9341	-0.4243	16.6315
Si	8.437	2.6416	9.8205
Si	-0.4273	8.2398	18.4281
Si	11.7585	-2.0251	14.1844
Si	4.7166	3.817	11.6214
Si	6.0205	6.0823	21.7641
Si	6.4785	7.7324	14.7613
Si	11.5397	6.5186	20.7179
Si	11.1008	1.0834	18.8795
Si	14.2245	7.6901	21.7132
Si	6.965	1.3668	20.8194
Si	9.972	7.2009	10.4058
Si	-0.6427	3.6873	20.221
Si	8.4543	-0.6106	19.16
Si	6.8452	10.222	16.412
Si	8.5662	0.3318	11.824
O	13.3764	8.7999	13.9551
O	7.7368	-0.7464	17.7363
O	6.0305	8.1205	11.1536
O	1.6183	10.614	10.8043
O	5.0018	-5.6685	10.8864
O	9.9994	7.202	17.2636
O	6.2576	4.9512	20.602
O	6.6427	13.2577	13.9332
O	3.5881	7.1834	12.1904
O	2.4208	5.7784	10.3346
O	7.5702	4.7623	14.2579
O	11.4256	-1.5972	17.6471
O	9.8873	4.1649	13.2389
O	0.6149	7.4536	19.3906
O	6.9585	2.5282	19.6435
O	12.4319	6.2087	16.6985
O	17.2264	6.5327	15.8726
O	13.0237	6.5991	21.4137
O	3.2842	0.6449	21.2411
O	0.7938	3.8132	11.5509
O	7.2203	-0.1344	20.1563
O	8.1606	1.3906	21.9204
O	-1.6697	8.8902	19.2984
O	2.7821	9.0439	20.9421
O	12.2358	0.2027	19.7026
O	6.0965	9.5307	8.801
O	8.5526	7.7293	10.975
O	8.8197	0.9637	13.3032
O	7.3928	11.5135	15.6154
O	5.6783	2.5873	11.2339
O	2.6198	-0.3503	16.5236
O	3.2221	14.3248	11.0761
O	-6.7716	5.6631	17.2517
O	11.1269	7.536	14.8029
O	4.0342	9.6777	10.495
O	3.4406	8.1541	17.0433
O	10.0157	5.2293	15.6102
O	10.2869	2.8469	21.6319
O	5.0072	15.1164	13.1932
O	4.8256	7.1676	21.292
O	11.0313	2.6865	19.1572
O	8.9329	2.7564	15.2664
O	3.7078	-0.7199	18.8726
O	5.5937	1.6924	21.644
O	5.244	10.1883	16.7335
O	7.9168	1.4049	10.7665
O	9.6077	0.5369	19.2694
O	17.6134	4.7951	18.0398
O	7.5893	6.5372	22.0952
O	-5.8923	-2.6627	14.1658
O	7.3747	-3.4197	13.3789
O	11.3859	-0.7476	15.1316
O	10.2571	7.0957	21.5594
O	9.1515	3.802	10.7066
O	8.8167	-6.647	19.7487
O	0.4263	11.9003	17.2605
O	16.5059	3.9847	15.7769
O	11.1204	-1.7274	12.7343
O	11.2903	4.953	20.3822
O	0.0484	8.4805	10.2725
O	10.4568	6.0503	11.4351
O	9.9678	-0.0814	11.1041
O	14.2369	6.4838	14.853
O	7.2416	8.9237	15.5297
H	5.5134	2.1447	10.3935

Results
free energy: -133979.610 eV
free energy less fixed offsets of H -15.97, O -568.88, Si -635.61 eV per atom: -1.680 eV

Forces (eV/angstrom), in the order of the atoms: element, x, y, z
Si	-0.0087	0.0357	0.0103
Si	-0.0046	-0.0205	0.0246
Si	-0.0245	-0.0399	-0.0628
Si	0.0161	0.0191	0.049
Si	0.0102	0.0152	0.0227
Si	0.0419	-0.0447	-0.0655
Si	0.0074	-0.0074	-0.0413
Si	-0.0358	0.0485	0.0091
Si	-0.0065	-0.0252	-0.0218
Si	0.0036	-0.0112	0.0011
Si	0.0445	-0.0166	0.014
Si	-0.0353	-0.0114	0.0174
Si	-0.0062	-0.0188	-0.0047
Si	0.0124	0.0107	0.0187
Si	0.0645	-0.0288	0.0226
Si	-0.0148	0.033	-0.0198
Si	-0.0157	0.0066	-0.0108
Si	-0.0206	-0.0236	-0.023
Si	-0.0026	0.0263	-0.0063
Si	0.017	0.0247	-0.0253
Si	-0.0377	0.0282	0.0219
Si	-0.0004	-0.0158	-0.0318
Si	0.0152	-0.0153	0.0062
Si	-0.0184	0.0354	-0.0406
Si	-0.2385	0.1241	0.0926
Si	0.1133	0.033	0.4633
Si	0.3525	0.0553	-0.1976
Si	-0.2742	0.0395	-0.1362
Si	-0.2054	-0.2026	0.041
Si	0.093	0.5843	0.3578
Si	-0.0965	0.0621	-0.359
Si	-0.0197	-0.1698	-0.085
Si	-0.1289	-0.1166	0.0302
Si	-0.0017	-0.0139	-0.0565
Si	0.1187	0.078	0.0312
Si	0.1181	0.031	-0.0326
Si	-0.0141	-0.0078	-0.0636
Si	-0.0882	-0.1326	0.0214
Si	0.0415	0.0268	-0.0518
Si	0.121	0.0378	0.0513
Si	-0.0195	0.0482	-0.051
Si	-0.0198	-0.0235	-0.0325
Si	-0.0123	-0.0425	0.019
Si	-0.0482	0.0368	-0.0022
Si	0.0114	0.0086	-0.0347
Si	0.0002	0.0396	-0.0432
Si	-0.0156	0.0061	-0.0053
Si	-0.0338	0.0297	0.0185
Si	-0.0169	0.0081	0.0267
Si	0.0553	0.0192	0.0103
Si	-0.0113	-0.0419	0.0246
Si	0.0553	-0.0238	0.0043
Si	0.0005	-0.008	0.0014
Si	0.0165	-0.0347	0.0339
Si	-0.013	-0.0254	-0.0021
Si	0.0292	-0.0185	0.0273
Si	0.0349	0.0946	0.0307
Si	-0.0742	-0.0448	-0.0127
Si	0.0777	0.0405	-0.0101
Si	-0.0748	-0.0643	0.0153
Si	-0.0993	-0.0327	0.0211
Si	0.0311	0.0835	0.0262
Si	-0.0614	-0.0303	0.0143
Si	-0.0489	0.0069	0.0003
Si	-0.3627	-0.1824	-0.3738
Si	0.2689	-0.1019	0.1224
Si	0.3655	0.5542	-0.2965
Si	0.0185	-0.0601	0.1734
Si	0.1456	-0.0154	0.2872
Si	-0.1196	-0.4265	-0.0024
Si	-0.0713	-0.2114	-0.1031
Si	0.0579	-0.0522	0.0114
Si	0.0089	0.0033	0.1661
Si	0.0052	0.0357	0.0121
Si	0.0195	-0.0605	0.0653
Si	0.0065	0.0013	-0.0417
Si	0.0222	-0.0124	0.0032
Si	0.0209	0.0438	0.0362
Si	0.0687	-0.0015	0.0005
Si	0.0032	0.0253	0.0814
Si	-0.151	-0.0775	-0.2332
Si	0.0729	0.057	-0.0429
Si	0.0581	-0.0245	0.0199
Si	-0.096	-0.0813	-0.0944
Si	0.0036	0.056	-0.0394
Si	-0.0196	-0.0329	-0.0074
Si	-0.1045	-0.1275	-0.15
Si	-0.1147	-0.0651	-0.0562
Si	0.2417	0.2806	0.2364
Si	-0.0118	0.0054	-0.0276
Si	-0.1586	-0.0003	0.0014
Si	0.0403	-0.0065	0.1065
Si	0.0764	-0.0993	0.0139
Si	0.0055	0.0116	0.0687
Si	0.0857	0.2851	0.1978
Si	0.0445	-0.0487	0.0778
O	0.0083	-0.0008	0.0093
O	0.0252	-0.034	-0.0196
O	0.0184	-0.1502	-0.0605
O	-0.026	0.0035	-0.0063
O	-0.0542	0.1808	-0.0925
O	0.0172	-0.0357	-0.0274
O	-0.0055	-0.0065	0.0625
O	0.0347	-0.0454	0.0236
O	-0.0178	-0.0944	-0.0056
O	0.0867	-0.0148	-0.0203
O	0.0096	-0.0087	0.0019
O	-0.0141	-0.0034	0.0035
O	-0.0343	-0.0445	0.0106
O	0.0085	-0.0298	0.0304
O	-0.0311	0.0231	-0.0494
O	-0.0165	0.0018	-0.0392
O	-0.0366	0.0403	0.0421
O	0.0041	0.0024	0.0031
O	0.0011	0.0208	0.0114
O	0.0237	-0.0302	0.0002
O	-0.0173	0.0074	0.0185
O	-0.0152	0.0091	0.0334
O	-0.0352	0.0359	-0.0171
O	0.0017	0.0027	0.014
Si	-0.0098	-0.013	0.1358
Si	-0.0028	-0.0052	0.0106
Si	0.0529	-0.0062	0.0269
Si	0.0207	-0.0159	0.0023
Si	0.0059	-0.0084	0.0077
Si	-0.0073	-0.002	0.0035
Si	0.0044	-0.01	0.0042
Si	-0.0012	0.0029	0.0165
Si	-0.038	-0.1019	-0.0063
Si	0.0014	0.0035	0.014
Si	0.0001	0.0009	0.0089
Si	-0.0179	-0.016	0.0126
Si	-0.0047	0	0.0126
Si	0.0012	0.0019	0.0106
Si	-0.0894	0.0707	-0.0481
Si	0.0001	0.0055	-0.0153
Si	-0.018	0.0069	0.0085
Si	0.0081	0.0066	0.0486
Si	0.0953	0.0467	0.0132
Si	-0.0287	-0.02	-0.0059
Si	-0.0008	0.0028	0.0127
Si	0.0175	-0.0155	0.0062
Si	-0.0048	0.0048	0.0057
Si	-0.0114	0.0015	0.0164
Si	-0.0386	-0.0382	-0.0025
Si	0.0017	-0.0041	-0.0011
Si	0.0069	-0.003	0.0216
Si	0.0027	-0.0037	-0.0018
Si	-0.0052	-0.0009	0.0036
Si	-0.0073	0.007	-0.0092
Si	0.0035	-0.0053	0.0033
Si	-0.0085	0.0051	0.016
Si	-0.0091	-0.0035	-0.006
Si	-0.0022	0.0009	0.0154
Si	0.0014	0.0034	0.0163
Si	0.0144	0.0131	-0.0023
O	0.0059	-0.0016	-0.0115
O	-0.0035	-0.0029	-0.0072
O	-0.0781	-0.0107	-0.0694
O	0.0216	-0.0068	-0.0055
O	0.0108	0.0587	-0.0281
O	-0.0004	-0.003	-0.0074
O	-0.0084	0.0101	0.0028
O	-0.0089	0.0046	-0.0012
O	0.0247	-0.0304	-0.1016
O	0.0179	0.0546	-0.0217
O	-0.0083	0.0004	-0.0056
O	0.0022	-0.0007	-0.0059
O	0.0033	0.0036	-0.015
O	0.0054	-0.0054	-0.0001
O	-0.0015	-0.0005	-0.0041
O	0.0027	-0.0003	-0.0065
O	0.0009	0.0054	-0.0089
O	0.0039	0	-0.0022
O	0.0027	0.0086	0.0023
O	0.0039	0.0215	-0.0082
O	-0.0009	0.0034	-0.0055
O	0.009	0.0001	-0.0076
O	-0.0006	-0.0003	-0.0069
O	0.003	-0.0091	-0.0024
O	0.0068	-0.0036	-0.0042
O	-0.0163	-0.0244	0.0238
O	-0.002	-0.004	-0.0015
O	0.0046	-0.0059	-0.0026
O	0.0013	0.0006	-0.0027
O	0.1169	0.1644	0.1144
O	0.0012	0.0011	-0.0066
O	-0.0035	0.038	0.0061
O	-0.0021	0.0012	-0.0073
O	0.0039	0.006	-0.0107
O	-0.002	-0.0251	0.0209
O	-0.0026	-0.0047	-0.005
O	-0.0052	-0.0004	-0.0064
O	0.0136	0.0113	-0.0104
O	0.0024	0.0025	-0.0194
O	0.0003	0	-0.006
O	0.001	0.0026	-0.0053
O	-0.0017	0.0054	-0.005
O	-0.0009	-0.0001	-0.0026
O	-0.0131	0.0039	-0.0017
O	-0.0027	-0.0004	-0.0047
O	0.0013	0.0133	-0.0144
O	0.0004	0.0032	-0.0054
O	-0.0002	-0.0007	-0.006
O	0.0216	0.0003	0.0059
O	-0.0127	-0.0028	-0.0129
O	0.0014	0.0056	-0.0147
O	0.0022	-0.0068	-0.011
O	-0.0097	0.001	-0.0013
O	-0.0062	-0.0021	-0.002
O	0.0031	0.0018	-0.0049
O	0.0018	-0.0017	-0.0075
O	-0.0043	-0.0072	-0.0127
O	-0.0011	0.0019	-0.0174
O	0.0084	0.0089	-0.0043
O	0.0138	0.0005	-0.0119
O	0.0087	0.009	0.0015
O	0.0063	-0.0061	0.0062
O	0.0031	0.0004	-0.02
O	-0.0003	-0.0077	-0.0091
H	-0.0912	-0.1467	-0.1263

The program warned: the cutoff lies below the one the program advises for these potential files; the forces do not sum to zero within the program's tolerance; the exchange-correlation potential is rough where the density is thin.
